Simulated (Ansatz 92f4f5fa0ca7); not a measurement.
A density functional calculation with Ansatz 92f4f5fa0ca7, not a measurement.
Periodic cell of 227 atoms, Si133O92B1H1, from a study of silicon, its oxide and their interface. The atomic structure is a simulated model.
Doubt: the cutoff is far below the 930 eV that the study's wrapper takes by default for these files, so forces and energies are approximate.
This geometry differs little from another in the collection (a relaxation step or a small displacement).

Settings: functional PBE; potential files Ansatz PAW; basis plane waves; wave-function cutoff 580 eV; density cutoff ratio 5; exchange-correlation grid ratio 1; k mesh 1 x 1 x 1, Gamma-centred; self-consistency stop 5e-08 eV per atom in the density residual; occupations fixed; spin none; net charge 0.

Cell vectors (angstrom)
a, 10.938, 0, 0
b, 0, 10.938, 0
c, 0, 0, 32.1686

Atoms and the computed forces on them: element, x, y, z (angstrom), force x, y, z (eV/angstrom)
Si, 0.2367, -0.3472, 24.8186, -0.0031, 0.0052, -0.0038
Si, 5.4911, -0.3235, 24.6407, -0.0111, 0.0221, 0.0095
Si, 2.5757, 2.9182, 24.6956, 0.0087, -0.0032, 0.0065
Si, 7.9786, 3.124, 24.5263, -0.011, 0.0011, -0.0218
Si, 0.1815, 5.033, 24.6582, -0.0136, 0.0023, -0.0106
Si, 5.6581, 5.3293, 24.7762, 0.0055, 0.0062, -0.0144
Si, 2.4419, 8.269, 24.8877, -0.0034, -0.0209, -0.0121
Si, 7.8482, 8.4668, 24.6063, 0.0265, -0.0069, -0.0149
Si, 1.3967, 1.3267, 26.0106, -0.002, 0.0063, 0.0009
Si, 6.7957, 1.367, 25.7696, -0.0002, 0.0005, -0.0009
Si, 4.0767, 4.125, 26.0369, -0.0127, -0.0033, 0.0021
Si, 9.5396, 4.0212, 26.0629, 0.0063, 0.0099, 0.007
Si, 1.2024, 6.718, 26.0474, 0.0022, 0.0038, -0.0054
Si, 6.864, 6.8603, 26.0494, -0.0034, -0.0103, 0.0035
Si, 4.0798, 9.4635, 26.1091, 0.0006, 0.006, 0.0031
Si, 9.4687, 9.5404, 26.0066, -0.0046, -0.0083, -0.0021
Si, 2.7583, -0.0091, 27.4058, 0.0007, 0.0027, 0.0118
Si, 8.1537, 0.061, 27.3174, -0.0024, 0.0019, 0.0027
Si, 0.0131, 2.6802, 27.3939, 0.009, -0.002, 0
Si, 5.4852, 2.7125, 27.3199, 0.006, 0.0007, 0.0042
Si, 2.7058, 5.4801, 27.3972, 0.0094, -0.0025, 0.0052
Si, 8.2365, 5.4795, 27.3959, 0.0016, -0.0022, 0.0067
Si, -0.076, 8.187, 27.3875, 0.0007, 0.0094, 0.0059
Si, 5.4876, 8.1651, 27.4372, 0.0009, -0.0025, 0.0107
Si, 4.1018, 1.3673, 28.7504, 0.2881, 0.0511, -0.0527
Si, 9.5708, 1.3673, 28.7504, -0.2001, -0.173, -0.0294
Si, 1.3673, 4.1018, 28.7504, -0.0644, -0.1462, 0.0555
Si, 6.8362, 4.1018, 28.7504, 0.0171, -0.0889, -0.304
Si, 4.1018, 6.8362, 28.7504, -0.1612, -0.1488, 0.2778
Si, 9.5708, 6.8362, 28.7504, -0.0985, -0.0502, 0.5069
Si, 1.3673, 9.5708, 28.7504, -0.1816, -0.1138, -0.1626
Si, 6.8362, 9.5708, 28.7504, 0.0664, 0.3162, -0.0885
Si, 0, 0, 30.1176, -0.1158, -0.102, -0.018
Si, 5.469, 0, 30.1176, 0.0036, 0.0113, -0.0038
Si, 2.7345, 2.7345, 30.1176, 0.0041, 0.0387, -0.0315
Si, 8.2035, 2.7345, 30.1176, 0.0226, 0.0071, -0.0228
Si, 0, 5.469, 30.1176, -0.0168, -0.0026, 0.0043
Si, 5.469, 5.469, 30.1176, -0.1213, -0.0757, -0.0157
Si, 2.7345, 8.2035, 30.1176, -0.0025, -0.0467, -0.0057
Si, 8.2035, 8.2035, 30.1176, 0.0541, 0.0081, -0.0028
Si, 1.3673, 1.3673, 31.4849, 0.0338, -0.0016, -0.0324
Si, 6.8362, 1.3673, 31.4849, 0.0066, 0.0002, -0.0316
Si, 4.1018, 4.1018, 31.4849, 0.0199, -0.0206, 0.001
Si, 9.5708, 4.1018, 31.4849, -0.0054, 0.0078, -0.0215
Si, 1.3673, 6.8362, 31.4849, 0.0043, -0.0203, -0.0197
Si, 6.8362, 6.8362, 31.4849, -0.0234, 0.0429, -0.032
Si, 4.1018, 9.5708, 31.4849, -0.009, 0.0455, -0.0237
Si, 9.5708, 9.5708, 31.4849, 0.0265, -0.0204, 0.0077
Si, 2.7345, 0, 0.6835, 0.0097, -0.03, 0.0293
Si, 8.2035, 0, 0.6835, -0.0464, 0.0459, 0.0005
Si, 0, 2.7345, 0.6835, -0.0078, 0.0036, 0.0269
Si, 5.469, 2.7345, 0.6835, 0.0215, -0.0436, 0.0089
Si, 2.7345, 5.469, 0.6835, -0.0083, 0.0213, 0.0105
Si, 8.2035, 5.469, 0.6835, 0.0107, -0.0103, 0.021
Si, 0, 8.2035, 0.6835, 0.0041, -0.0031, 0.0167
Si, 5.469, 8.2035, 0.6835, -0.0426, -0.0109, 0.0273
Si, 4.1018, 1.3673, 2.0507, 0.013, 0.0915, -0.0154
Si, 9.5708, 1.3673, 2.0507, 0.0113, -0.0361, 0.0239
Si, 1.3673, 4.1018, 2.0507, 0.0915, 0.0227, 0.0216
Si, 6.8362, 4.1018, 2.0507, -0.0198, 0.0155, 0.001
Si, 4.1018, 6.8362, 2.0507, 0.0249, -0.0365, 0.023
Si, 9.5708, 6.8362, 2.0507, 0.0178, 0.037, 0.0186
Si, 1.3673, 9.5708, 2.0507, -0.0459, -0.0001, 0.0041
Si, 6.8362, 9.5708, 2.0507, 0.0966, 0.0651, 0.0083
Si, 0, 0, 3.418, -0.1532, -0.3213, -0.1231
Si, 5.469, 0, 3.418, 0.0228, -0.0472, 0.0903
Si, 2.7345, 2.7345, 3.418, 0.2788, 0.105, -0.4444
Si, 8.2035, 2.7345, 3.418, 0.0666, 0.19, -0.0023
Si, 0, 5.469, 3.418, 0.0868, 0.2431, 0.1864
Si, 5.469, 5.469, 3.418, 0.0449, 0.1022, -0.1494
Si, 2.7345, 8.2035, 3.418, -0.2085, -0.0881, 0.2281
Si, 8.2035, 8.2035, 3.418, 0.1581, 0.225, 0.0101
Si, 1.3884, 1.3596, 4.6996, 0.004, 0.0006, -0.014
Si, 6.8554, 1.3741, 4.7771, -0.0063, -0.0057, -0.0076
Si, 4.1, 4.1191, 4.7633, -0.0009, -0.0025, -0.0098
Si, 9.5656, 4.1408, 4.7904, -0.0046, -0.0043, -0.004
Si, 1.3472, 6.8581, 4.862, -0.0028, 0.0007, -0.0038
Si, 6.8293, 6.8713, 4.7655, -0.0017, 0.0037, -0.0013
Si, 4.0985, 9.5602, 4.7881, 0.0004, 0.0035, -0.0087
Si, 9.5983, 9.5489, 4.8409, -0.0081, -0.0085, 0.0022
Si, 2.74, 0.0349, 6.0895, 0.0035, -0.0039, 0.005
Si, 8.2362, 0.0578, 6.1638, 0.0075, 0.0051, 0
Si, 0.0802, 2.7613, 6.0275, -0.0083, 0.0046, 0.0057
Si, 5.5474, 2.809, 6.1022, 0.006, 0.0031, 0.0064
Si, 2.7487, 5.4737, 6.1795, -0.0043, 0.0033, -0.0007
Si, 8.2785, 5.6147, 6.1503, -0.0014, -0.005, 0.0053
Si, 0.0389, 8.224, 6.3634, 0.0061, 0.0026, -0.0018
Si, 5.4518, 8.2066, 6.1743, 0.0022, -0.0035, -0.0019
Si, 3.9203, 1.6471, 7.3032, 0.0142, -0.0084, 0.0061
Si, 9.9223, 1.2281, 7.3675, -0.0157, 0.0102, -0.0022
Si, 1.633, 3.8172, 7.4425, -0.0095, 0.0087, 0.0148
Si, 6.712, 4.4406, 7.3785, 0.0052, -0.0077, -0.0072
Si, 4.3676, 6.5564, 7.5031, -0.0082, 0.0059, 0.0157
Si, 9.268, 7.1734, 7.7147, -0.0033, -0.0043, 0.0122
Si, 1.211, 9.9335, 7.5586, 0.01, -0.012, 0.0011
Si, 7.0091, 9.4382, 7.4288, 0.003, 0.0018, 0.0063
O, 5.5193, 5.4453, 7.9107, 0.0058, -0.0025, 0.0015
O, 0.0259, 0.0837, 7.9452, 0.0011, -0.0016, 0.0023
O, 2.8002, 2.7249, 7.8392, -0.0021, 0.0015, 0.0017
O, 8.1553, 8.3662, 7.8991, -0.0008, 0.0003, 0.0015
O, 1.3996, 9.4677, 24.4576, -0.0094, 0.0115, -0.0011
O, 6.7292, 4.1748, 24.3051, 0.0007, -0.0145, 0.003
O, 6.6687, 9.5484, 24.1428, 0.0048, -0.0017, -0.003
O, 1.4157, 4.0074, 24.2659, 0.0072, -0.0074, -0.0011
O, 6.3275, 10.0123, 8.8195, 0.0021, -0.0052, -0.0042
O, 0.9827, 4.221, 8.9079, 0.0029, -0.0015, -0.0094
O, 1.9464, 9.5397, 8.9802, 0.001, -0.0002, 0.0011
O, 7.5633, 4.0386, 8.7356, 0.0011, 0.0022, 0.003
O, 9.4986, 6.7178, 9.3137, -0.0012, 0.0028, -0.0126
O, 4.5316, 0.9821, 8.664, -0.0063, 0.0007, -0.0039
O, 3.7452, 7.0365, 8.9459, 0.0009, -0.0004, -0.0079
O, 9.541, 2.1624, 8.6689, 0.0037, 0.0006, 0.0003
O, 4.5268, 0.0654, 23.3493, 0.0023, -0.005, -0.0028
O, 8.731, 3.1774, 23.0202, -0.0063, -0.0032, 0.016
O, 10.4059, 5.2895, 23.1852, 0.004, 0.0018, 0.0078
O, 5.19, 6.1052, 23.3986, 0.0025, -0.0029, 0.0098
O, 8.4509, 7.841, 23.2115, -0.0035, 0.0033, 0.0118
O, 3.2951, 2.3836, 23.3047, -0.0038, 0.0031, 0.0016
O, 2.9059, 7.4655, 23.538, -0.0018, 0.0043, 0.0118
O, 10.5949, 0.0975, 23.3392, 0.0006, -0.0011, 0.0054
Si, -0.412, 9.1081, 12.3977, 0.0005, -0.0001, 0.0029
Si, 9.1184, 2.659, 14.7614, -0.0007, -0.0001, 0.0027
Si, 4.1358, 12.0636, 14.3113, 0.0014, 0.0021, 0.0025
Si, 0.008, 11.5749, 13.6719, 0.0011, -0.0011, 0.0041
Si, 10.3561, 4.8615, 16.5952, -0.0002, 0.0002, -0.0001
Si, 2.1969, 4.7998, 14.9194, 0.0007, -0.002, 0.0033
Si, 11.0344, 3.8169, 19.4939, -0.0021, 0.0013, -0.0017
Si, 3.4869, 0.9868, 22.4705, -0.0022, 0, -0.0024
Si, 2.088, 9.4735, 10.6044, 0.002, 0.0001, 0.0028
Si, 0.1906, -2.9621, 20.5901, 0.0001, -0.0018, -0.0025
B, 7.3658, 2.2469, 19.1543, 0, -0.0013, -0.0021
Si, 8.2032, 2.7039, 9.4068, -0.0052, -0.0022, 0
Si, 4.6615, -0.4398, 11.7985, -0.0008, -0.0004, 0.0052
Si, 8.7511, 6.9521, 10.7771, 0, 0.0004, 0.0024
Si, 1.3709, 4.2765, 10.4907, 0.0013, 0.0017, 0.0023
Si, 5.1251, 11.441, 19.9087, 0.0014, 0.0002, -0.0044
Si, 11.4261, -0.1528, 21.9469, 0.0006, -0.0014, -0.0026
Si, 3.4154, 6.7385, 10.5216, 0.0003, -0.0003, 0.0025
Si, 9.3678, 4.4688, 22.1958, 0.0011, 0.0014, 0.0005
Si, 3.528, 7.4695, 15.4131, 0.0013, 0, 0.001
Si, 4.8223, 3.3636, 15.9607, -0.0014, -0.0023, 0.0008
Si, 9.3721, 4.1065, 11.8613, 0.0007, 0.0001, 0.0051
Si, -0.8501, 1.05, 19.3514, 0.0018, -0.002, -0.0036
Si, 15.6923, 0.7904, 17.0596, 0.0008, -0.0009, -0.0018
Si, 6.5309, 4.7492, 17.8533, 0.0004, 0.0006, -0.0026
Si, 0.9494, -1.7708, 14.9644, 0.0004, -0.0008, 0.0042
Si, 12.8059, 2.6372, 12.6686, 0.0009, -0.0006, 0.005
Si, 2.1977, 5.6998, 20.4851, -0.0006, 0.0014, -0.0013
Si, 15.236, 6.6348, 18.4321, -0.0018, -0.0007, -0.0037
Si, 6.4764, -2.6256, 14.5647, 0.0004, -0.0012, 0.002
Si, 5.6017, 8.4264, 20.4987, -0.0002, -0.0023, -0.0027
Si, 8.3405, 7.0705, 16.8749, 0.0001, -0.0012, 0.0002
Si, 5.9962, 7.5905, 11.6691, -0.0017, -0.0006, 0.0049
Si, 7.4549, 0.1782, 15.5395, 0.0008, -0.0009, 0.0016
Si, 8.3053, 7.2141, 21.7035, 0.0006, -0.0033, -0.0012
Si, 3.9764, 6.7653, 22.55, 0.0012, 0.0004, -0.001
Si, 5.8998, 0.5374, 9.3992, 0.0061, 0.0031, 0.0018
Si, 9.7222, -1.2376, 17.2124, -0.0004, 0.0015, -0.002
O, 9.55, 7.695, 20.7882, 0.0012, 0.0005, 0.0002
O, 6.0602, 15.3177, 16.302, -0.0006, -0.001, 0.0008
O, 11.5587, -1.7147, 21.5338, -0.0011, -0.002, 0.002
O, 7.2839, 14.4427, 18.5871, 0, 0.0011, 0.0005
O, 5.7458, 10.0457, 20.4828, -0.0003, 0.0001, 0.0022
O, 8.7957, -0.2746, 16.2959, 0.0027, -0.004, 0.0013
O, 7.116, 1.5468, 9.1411, -0.0009, -0.0014, 0
O, 1.015, -4.2874, 21.0595, 0.0001, -0.0002, 0.0007
O, 6.7072, -3.3978, 13.1396, 0.0007, -0.0003, -0.0031
O, 12.5314, 4.2724, 19.9914, -0.0003, -0.0019, 0.0014
O, 0.5018, -2.6874, 19.0091, 0.0048, -0.0047, -0.0029
O, 0.6361, 9.6755, 11.2857, -0.0001, -0.0014, -0.0014
O, -1.4495, 8.1278, 11.645, 0.0025, 0.0013, -0.0017
O, 1.7368, 4.0054, 13.5716, 0.0001, 0.0001, -0.0009
O, 5.2774, 9.0322, 11.5431, 0.0003, -0.0003, -0.0024
O, 3.3046, 5.5511, 21.6741, 0.0006, -0.001, 0.0007
O, 7.1863, 7.3868, 10.5687, 0.0005, -0.001, -0.0019
O, 4.349, 0.135, 18.4949, 0.0003, -0.001, 0.0026
O, -0.6997, 10.6707, 18.415, -0.0006, -0.0013, -0.0013
O, 2.0123, 0.372, 22.1892, 0.0016, 0.0006, 0.0003
O, -1.0696, 10.5055, 13.0146, 0, -0.0009, -0.003
O, 4.7566, -0.034, 13.366, 0.0005, 0.0007, -0.0026
O, 7.3296, 7.5047, 15.6791, -0.0002, -0.0002, -0.0015
O, 3.7762, 0.4459, 15.7753, 0.0006, -0.0006, -0.0002
O, -2.2128, -5.3502, 11.6726, 0.001, -0.0017, -0.0025
O, 4.6843, 13.3458, 17.2808, 0.0012, 0.0014, -0.002
O, 2.2229, 3.0193, 11.1207, 0.0002, -0.0012, -0.0028
O, 2.6273, 8.0296, 11.0934, -0.0011, 0.0013, -0.0021
O, 9.1677, 3.5787, 13.3979, 0.0004, -0.0007, -0.0019
O, 5.1323, -3.0288, 19.0194, -0.0004, -0.0003, 0.001
O, 9.6438, 6.2936, 16.272, 0.0004, -0.0006, 0.0001
O, 5.1709, 5.2618, 18.6245, 0.0001, -0.0006, 0.0016
O, 9.3665, 3.6664, 16.0324, 0.0002, -0.0007, -0.0008
O, -0.5767, 1.6112, 14.8223, 0.0007, -0.0003, -0.0014
O, 6.9878, -11.9947, 14.5436, 0.0005, 0, -0.001
O, 2.372, 8.599, 15.468, -0.0005, -0.0002, -0.0018
O, 6.2811, 11.2906, 16.6666, 0.0003, -0.0012, 0.0013
O, 10.9196, 4.3098, 11.3576, -0.0022, -0.0011, -0.0016
O, 14.8529, -4.0184, 16.8901, 0.0005, 0.0002, 0.0011
O, 5.627, 0.5836, 10.9914, -0.0001, 0.0012, -0.0007
O, 6.9945, 7.7496, 20.9327, -0.0029, 0.0012, 0.001
O, 7.7988, 1.6598, 14.8647, 0.0008, -0.0006, -0.0015
O, 10.0505, 14.8785, 20.8061, 0.0017, -0.0015, -0.0005
O, 1.1805, 10.6892, 14.3937, -0.0012, -0.0007, -0.0015
O, 2.3598, 5.5365, 10.7127, -0.0001, -0.0014, -0.0027
O, 13.815, 6.2439, 14.5304, 0.0002, -0.0001, -0.0013
O, 11.8205, 4.9103, 15.876, 0.0006, -0.0007, -0.0007
O, 0.296, 8.3408, 13.6829, 0, -0.0007, -0.0019
O, 4.4749, 7.97, 21.5807, 0.0009, 0.0009, 0.0003
O, 10.9306, 9.1661, 16.2694, 0.0003, 0.0005, -0.0011
O, 0.5553, 12.6084, 12.54, 0, -0.0005, -0.0028
O, 8.5718, 3.011, 10.9497, 0.0018, 0.0011, -0.0002
O, 10.5357, 0.6443, 20.8571, -0.0015, 0, 0.0021
O, 10.547, 4.7283, 18.2217, 0, -0.0007, 0.001
O, 8.5641, 1.6034, 19.2898, -0.0016, -0.0006, 0.0018
O, 2.8681, 6.4663, 19.2001, 0.0017, 0.0006, 0.0006
O, 11.0937, -8.6599, 18.9441, 0.0011, -0.0004, 0.0013
O, 6.2462, 12.5669, 19.6244, 0.0006, 0, 0.0023
O, 14.3023, 4.0349, 15.7541, 0.002, -0.0022, -0.0006
O, 8.2311, 5.5793, 21.7918, -0.002, -0.0003, -0.0003
O, 4.8014, 6.4931, 11.3756, 0.0021, 0, -0.0015
O, 4.8655, 8.1734, 14.8203, -0.0007, -0.0022, -0.0005
O, -2.118, 8.41, 17.6881, 0.0005, 0.0006, 0
O, 5.1303, 13.3414, 14.6562, -0.0023, 0.0006, -0.002
O, 3.1439, -0.3606, 11.1897, 0.0002, -0.001, -0.0026
O, 7.5553, -4.9205, 17.8432, 0, -0.0003, 0.0008
O, 4.1415, 1.196, 20.9999, 0.0015, -0.001, -0.0011
O, 13.8883, 1.7355, 13.4294, 0.0022, -0.0023, -0.0006
H, 1.3226, -3.0957, 18.6836, -0.0047, 0.0046, 0.0023

Results
free energy: -137045.418 eV
free energy less fixed offsets of B -154.04, H -15.97, O -568.88, Si -635.61 eV per atom: -2.318 eV

The program warned: the cutoff lies below the one the program advises for these potential files; the exchange-correlation potential is rough where the density is thin.
